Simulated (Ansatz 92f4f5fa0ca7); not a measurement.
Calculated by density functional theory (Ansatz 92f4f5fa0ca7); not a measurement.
Periodic cell of 237 atoms, Si145O90As2, from a study of silicon, its oxide and their interface. The atomic structure is a simulated model.
Doubt: the cutoff is far below the 930 eV that the study's wrapper takes by default for these files, so forces and energies are approximate.
This geometry differs little from another in the collection (a relaxation step or a small displacement).

Settings: functional PBE; potential files Ansatz PAW; basis plane waves; wave-function cutoff 580 eV; density cutoff ratio 5; exchange-correlation grid ratio 1; k mesh 1 x 1 x 1, Gamma-centred; self-consistency stop 5e-08 eV per atom in the density residual; occupations fixed; spin none; net charge 0.

Cell vectors (angstrom)
a, 11.6015, 0, 0
b, 0, 10.938, 0
c, 0, 0, 32.0622

Atoms and the computed forces on them: element, x, y, z (angstrom), force x, y, z (eV/angstrom)
Si, -0.274, -0.126, 23.2524, 0.022, 0.0005, 0.0528
As, 3.5304, 0.0865, 22.6466, 0.0812, -0.5369, -0.2247
Si, 7.4274, -0.1681, 23.4085, -0.1413, 0.02, -0.0019
Si, 1.6072, 1.3251, 23.3477, 0.0266, 0.2487, -0.1366
Si, 5.587, 1.3724, 23.2104, -0.0232, 0.2495, -0.1421
Si, 9.3537, 1.1766, 23.3345, 0.0105, 0.066, -0.0551
Si, 0.1195, 5.364, 23.4434, -0.0498, 0.0031, -0.0512
Si, 4.0489, 5.268, 23.3733, 0.0033, 0.0316, -0.0331
Si, 7.964, 5.5783, 23.5634, 0.0193, -0.0208, 0.0171
Si, 2.1357, 6.626, 23.3508, 0.0216, 0.0524, -0.0147
Si, 5.892, 6.7454, 23.4586, -0.0611, 0.0442, -0.0318
Si, 9.9197, 6.8562, 23.6309, -0.022, 0.0234, 0.0124
Si, 1.8913, 2.5834, 25.3446, -0.0805, -0.0475, -0.0326
Si, 5.738, 2.6231, 25.2653, 0.122, -0.0505, -0.0776
Si, 9.5888, 2.6567, 25.2261, 0.0158, -0.0091, -0.0145
Si, 11.5833, 3.9586, 25.3275, -0.0231, 0.0017, -0.0123
Si, 3.8267, 3.958, 25.3118, 0.0308, 0.0325, 0.0586
Si, 7.6797, 4.0353, 25.3327, -0.0188, 0.0184, 0.021
Si, 1.9692, 8.1182, 25.2437, -0.0289, 0.0606, 0.0776
Si, 5.7656, 8.0807, 25.4158, 0.0513, 0.0522, 0.0903
Si, 9.679, 8.2617, 25.4493, 0.0196, -0.0179, 0.0128
Si, 11.6227, 9.5451, 25.272, 0.0321, -0.0294, -0.0704
As, 3.889, 9.6032, 25.2621, -0.0129, 0.1049, -0.0831
Si, 7.6423, 9.5024, 25.3888, 0.0478, -0.0261, -0.0397
Si, 11.6253, -0.0241, 27.2082, -0.015, 0.0019, -0.0122
Si, 3.886, -0.0875, 27.3162, 0.0164, -0.0317, -0.0837
Si, 7.7377, -0.027, 27.2671, -0.0123, -0.013, -0.0037
Si, 1.9651, 1.2828, 27.2814, -0.006, 0.0452, 0.0755
Si, 5.8007, 1.3009, 27.2205, -0.0134, 0.0285, 0.0855
Si, 9.675, 1.324, 27.1882, -0.0105, -0.0045, 0.0161
Si, 11.5665, 5.4257, 27.2035, -0.0055, -0.0265, 0.0118
Si, 3.8166, 5.3846, 27.2234, -0.0241, -0.002, -0.0018
Si, 7.7059, 5.414, 27.2568, 0.0117, -0.0125, 0.0253
Si, 1.9109, 6.7841, 27.2051, -0.0119, 0.0062, -0.0603
Si, 5.7488, 6.7301, 27.3107, 0.0202, 0.0072, -0.0345
Si, 9.6365, 6.7875, 27.2798, -0.0087, -0.0212, -0.0013
Si, 1.9311, 2.7134, 29.17, -0.0299, -0.0095, 0.0002
Si, 5.7867, 2.7044, 29.1446, 0.0142, -0.0103, 0.0227
Si, 9.6736, 2.7091, 29.1366, -0.0101, -0.0094, 0.0209
Si, -0.0009, 4.0878, 29.1579, 0.0033, -0.0006, 0.0009
Si, 3.8537, 4.0698, 29.1787, 0.0143, -0.006, -0.0061
Si, 7.7277, 4.0629, 29.1837, 0.007, -0.0023, -0.0142
Si, 1.9116, 8.1647, 29.1433, -0.0165, 0.0022, -0.0006
Si, 5.796, 8.1704, 29.1826, 0.0144, 0.0002, -0.0421
Si, 9.6613, 8.1903, 29.1823, 0.0099, -0.0155, -0.024
Si, -0.0084, 9.5535, 29.1507, 0.0004, 0.0227, 0.0209
Si, 3.8582, 9.499, 29.2099, -0.0175, 0.1065, 0.1096
Si, 7.7278, 9.5429, 29.1874, -0.0168, 0.0137, -0.0425
Si, 0, 0, 31.0965, 0.0179, -0.0362, -0.0786
Si, 3.8672, 0, 31.0965, -0.0192, -0.058, 0.1045
Si, 7.7343, 0, 31.0965, -0.0324, 0.0256, 0.1015
Si, 1.9336, 1.3673, 31.0965, -0.0461, -0.1216, 0.0728
Si, 5.8008, 1.3673, 31.0965, 0.0032, -0.057, -0.0984
Si, 9.6679, 1.3673, 31.0965, 0.0219, -0.1147, -0.1006
Si, 0, 5.469, 31.0965, 0.0161, -0.064, -0.0505
Si, 3.8672, 5.469, 31.0965, 0.0152, 0.0169, -0.0123
Si, 7.7343, 5.469, 31.0965, -0.0113, -0.0524, 0.034
Si, 1.9336, 6.8362, 31.0965, -0.0542, -0.115, -0.0352
Si, 5.8008, 6.8362, 31.0965, 0.0209, -0.1844, 0.2107
Si, 9.6679, 6.8362, 31.0965, 0.0352, -0.1646, 0.1711
Si, 1.9336, 2.7345, 0.9679, 0.0374, 0.0821, 0.0486
Si, 5.8008, 2.7345, 0.9679, -0.0286, 0.0647, -0.2061
Si, 9.6679, 2.7345, 0.9679, 0.0157, 0.0744, 0.0193
Si, 0, 4.1018, 0.9679, -0.1076, 0.0169, -0.1381
Si, 3.8672, 4.1018, 0.9679, 0.0251, 0.0374, 0.041
Si, 7.7343, 4.1018, 0.9679, 0.0786, 0.0786, 0.0914
Si, 1.9336, 8.2035, 0.9679, 0.023, 0.0582, -0.0769
Si, 5.8008, 8.2035, 0.9679, 0.0167, 0.0933, -0.0734
Si, 9.6679, 8.2035, 0.9679, -0.0386, 0.1061, 0.0999
Si, 0, 9.5708, 0.9679, -0.0111, 0.0527, 0.0309
Si, 3.8672, 9.5708, 0.9679, -0.021, 0.0924, 0.1118
Si, 7.7343, 9.5708, 0.9679, 0.0618, -0.0329, -0.002
Si, 11.6198, 0.0333, 2.8946, 0.0007, -0.0046, 0.0015
Si, 3.8671, 0.0155, 2.9122, 0.0035, -0.0216, -0.0007
Si, 7.7569, 0.0157, 2.8885, -0.0007, -0.0046, 0.0007
Si, 1.9474, 1.3963, 2.9131, 0.0055, -0.0068, -0.0061
Si, 5.8256, 1.3509, 2.856, 0.0014, -0.003, -0.0033
Si, 9.6716, 1.3835, 2.9135, 0.001, -0.0016, -0.003
Si, 11.576, 5.5071, 2.8624, 0.0012, -0.0004, 0.0058
Si, 3.8908, 5.4911, 2.8992, 0.0043, -0.0034, 0.0018
Si, 7.7532, 5.5069, 2.8954, 0.0022, -0.0055, 0.0012
Si, 1.9277, 6.8163, 2.8727, 0.0056, -0.005, -0.0051
Si, 5.8245, 6.8521, 2.889, -0.0019, -0.0032, -0.0079
Si, 9.6696, 6.9021, 2.946, 0.0018, -0.0023, -0.0067
Si, 1.9362, 2.8397, 4.8013, -0.0005, -0.0031, 0.0025
Si, 5.8638, 2.725, 4.7496, -0.0008, -0.0066, -0.0001
Si, 9.6211, 2.7957, 4.8267, -0.001, -0.0045, -0.0011
Si, 11.5617, 4.1335, 4.7614, -0.0006, 0.0015, 0.0088
Si, 3.9454, 4.0957, 4.8071, -0.0007, 0.0021, 0.0018
Si, 7.7439, 4.2088, 4.8632, -0.0076, -0.0002, 0.0083
Si, 1.9098, 8.1638, 4.7972, -0.0068, 0.001, 0.0104
Si, 5.8313, 8.2697, 4.7772, -0.0003, -0.0038, 0.0038
Si, 9.6851, 8.3351, 4.8813, -0.0011, -0.0048, 0.004
Si, 11.6546, 9.6664, 4.86, -0.0075, 0.0064, 0.0005
Si, 3.8406, 9.4937, 4.7857, -0.0018, 0.0121, 0.0021
Si, 7.7457, 9.6863, 4.8785, -0.0046, 0.0034, 0.0058
Si, 11.6349, 0.2436, 6.7467, 0.0135, -0.0153, 0.0004
Si, 3.7778, -0.0443, 6.6475, 0.001, -0.0139, 0.0104
Si, 7.7448, 0.066, 6.9055, 0.0048, -0.0076, -0.0003
Si, 2.0805, 1.5214, 6.7371, -0.0146, -0.0055, 0.006
Si, 5.7408, 1.2807, 6.6271, 0.0006, -0.0011, 0.0024
Si, 9.6819, 1.5278, 6.8292, -0.0082, -0.0009, 0.0125
Si, 11.5582, 5.5142, 6.6617, -0.0018, 0.0005, -0.0009
Si, 4.015, 5.4412, 6.7615, 0.0037, -0.0042, -0.0019
Si, 7.7769, 5.6906, 6.7923, 0.0126, -0.0007, 0.0091
Si, 2.0092, 6.6486, 6.6302, 0.0051, -0.0041, 0.0153
Si, 5.8442, 6.9867, 6.732, -0.0001, -0.0054, 0.0028
Si, 9.7923, 7.056, 6.878, -0.0041, -0.0122, -0.0038
O, 10.0462, 7.9786, 8.2705, -0.0019, -0.0001, -0.0076
O, 7.6986, 9.9356, 8.2084, 0.0023, 0.004, -0.0118
O, 7.4668, 4.7492, 8.13, 0.0033, 0, -0.0062
O, 3.3705, 10.3525, 8.1909, -0.0009, 0.0026, -0.0148
O, 2.0899, 7.5117, 8.0325, 0.0027, -0.007, -0.0086
O, 4.0331, 4.6041, 8.2222, -0.0025, -0.0029, -0.0071
O, 9.8388, 2.4584, 8.2138, -0.0039, -0.0157, -0.0149
O, 2.6424, 2.3572, 8.1011, 0.0003, -0.0037, -0.0085
O, 11.4253, 4.5978, 8.0355, -0.0041, -0.0091, 0.0005
O, 5.3904, 2.3763, 7.8206, 0.0057, -0.0122, -0.0173
O, 5.85, 7.9819, 8.0778, 0.0042, -0.0073, -0.013
O, 11.405, 10.2945, 8.1136, 0.007, 0.002, -0.0027
O, 11.1982, 10.0058, 21.7847, 0.0224, 0.0217, 0.0568
O, 3.1448, 11.376, 20.7788, 0.1057, 0.2184, 0.1359
O, 5.679, 7.7708, 22.1679, 0.0387, -0.0958, -0.0006
O, 4.1111, 4.3877, 21.9431, 0.0158, -0.0108, 0.0153
O, 7.5021, 9.7267, 22.0936, -0.0115, 0.018, 0.0601
O, 10.0815, 7.6602, 22.1904, -0.0054, 0.0085, 0.0294
O, 1.3648, 2.499, 22.2169, 0.0371, 0.0245, -0.0936
O, 5.9172, 2.4443, 21.9511, -0.0792, 0.0426, -0.0732
O, 8.4239, 4.7298, 22.2047, -0.035, 0.0226, 0.0271
O, -0.1328, 4.6174, 21.9592, 0.0358, 0.0285, 0.0349
O, 2.3152, 7.4618, 21.9323, -0.0151, -0.0611, 0.0358
O, 9.0981, 1.8508, 21.8371, 0.032, -0.0186, 0.0101
Si, 1.9672, 7.7714, 9.609, -0.0008, -0.0141, 0.0178
Si, 5.1139, 0.6001, 17.4471, -0.0009, -0.0245, 0.0194
Si, 2.5267, 5.4013, 14.0001, 0.01, -0.0034, 0.0059
Si, 10.5775, 3.8905, 14.0064, 0.0028, -0.0055, 0.0169
Si, 8.2938, 2.3589, 15.1873, -0.0047, 0.0007, -0.0086
Si, 9.4695, 2.2713, 20.3117, 0.0038, -0.0051, -0.0114
Si, 10.5659, 3.6716, 9.052, 0.0055, 0.0072, 0.026
Si, 0.1167, 2.3717, 11.5328, 0.0095, 0.0032, 0.0253
Si, 11.0811, 8.1479, 15.4019, 0.019, -0.0113, 0.0064
Si, 5.2098, 6.9229, 13.9892, -0.0059, 0.0059, 0.0272
Si, 5.8017, 2.6506, 11.073, 0.0135, -0.002, 0.0308
Si, 8.4384, 7.6734, 19.3546, -0.0512, 0.0254, 0.0123
Si, 8.0143, 4.8596, 20.6362, 0.0315, 0.0068, -0.0343
Si, 6.0393, 9.6106, 15.0254, -0.0147, 0.0189, 0.0285
Si, 1.9941, 7.6724, 20.3472, 0.046, 0.1241, -0.1147
Si, 1.9445, 4.9135, 18.8155, -0.0104, 0.0349, 0.0078
Si, 4.5115, 3.4255, 18.0275, 0.0196, -0.0249, -0.0013
Si, 8.5269, 8.9369, 16.7833, -0.0117, -0.0048, 0.0011
Si, 0.8751, 9.5244, 13.2925, 0.0009, -0.001, 0.0259
Si, 10.0007, 10.6949, 11.6597, 0.0086, -0.005, 0.021
Si, 5.2897, 3.6731, 21.0462, -0.0052, -0.0782, 0.0152
Si, 0.63, 5.4709, 16.2438, 0.0003, 0.0139, 0.0057
Si, 10.8487, 9.1483, 9.1103, -0.0043, 0.0013, 0.0238
Si, 6.3826, 8.8978, 21.2251, -0.1, 0.0895, -0.0465
Si, 7.1476, 7.1271, 11.4714, -0.0023, -0.005, 0.0345
Si, 2.7308, 0.7649, 12.1992, -0.005, -0.0012, 0.0252
Si, 10.7302, 8.6156, 21.0458, 0.0343, -0.0453, -0.0411
Si, 6.0512, 4.3189, 15.6368, -0.0072, -0.0015, -0.0167
Si, 7.1387, 0.4917, 12.8659, -0.0062, -0.0039, 0.0271
Si, 4.0852, 3, 8.5763, -0.0041, 0.0149, 0.0355
Si, 0.9193, 6.7871, 11.9149, -0.0021, 0.002, 0.0109
Si, 6.5941, 9.0638, 9.0597, -0.0019, -0.0066, 0.0239
Si, 0.5703, 3.3873, 21.1262, -0.0031, -0.041, -0.0206
Si, 9.8285, 6.573, 12.89, 0.0101, -0.0049, 0.0129
Si, 7.777, 4.5657, 9.7152, -0.0039, -0.0026, 0.0185
Si, 3.8599, 10.1976, 19.8964, -0.1391, -0.0158, 0.3067
Si, 4.3119, 3.0556, 13.4811, 0.0042, -0.0022, 0.019
Si, 3.8771, 10.0216, 9.713, -0.0048, 0.003, 0.0284
Si, 8.0886, 0.8001, 17.9505, -0.0177, 0.0031, 0.0147
O, 11.5485, 3.2911, 12.8558, 0.0015, -0.0064, -0.0101
O, 9.3992, 4.49, 9.8643, 0.005, -0.0058, -0.0079
O, 8.6327, 3.5875, 19.8567, -0.0165, 0.0027, 0.005
O, 4.202, -0.3764, 18.3575, -0.0358, 0.001, -0.0231
O, 11.3172, 4.5004, 15.3194, -0.0025, 0.0016, -0.0044
O, 9.9283, 9.8213, 10.2762, -0.0027, -0.0064, -0.0149
O, 3.8521, 1.5363, 13.106, 0.0051, -0.0028, -0.0143
O, 0.679, 9.1069, 14.857, -0.0008, -0.0034, -0.0063
O, 6.4984, 1.0579, 18.2115, 0.0079, 0.0097, 0.0055
O, 4.7974, 3.1103, 19.6083, 0.0064, 0.0171, -0.026
O, 6.3061, 1.2034, 11.6522, -0.0014, 0.0081, -0.0148
O, 0.5931, 8.6177, 9.8508, -0.0033, 0.0023, -0.0103
O, 5.6715, 4.2857, 17.2331, 0.0016, -0.0027, 0.0087
O, 8.4712, 7.2551, 12.382, -0.0087, -0.0008, -0.0094
O, 4.4347, 2.6832, 10.1452, -0.0086, -0.0027, -0.0225
O, 2.1251, 5.5036, 15.5723, 0.0009, -0.0123, -0.0029
O, 3.3969, 0.0726, 10.8932, 0.0094, -0.0134, -0.0211
O, 5.9117, 7.1614, 12.5301, 0.0086, -0.0057, -0.0196
O, 2.3059, 6.3835, 19.4097, -0.0233, 0.0139, 0.0326
O, 0.6858, 4.9345, 17.7768, 0.015, -0.0113, 0.0136
O, 8.5055, 10.7716, 12.281, 0.0116, -0.0032, -0.0125
O, 5.4944, 10.1058, 9.6464, 0.0022, 0.0003, -0.0112
O, 0.4088, 8.0145, 20.2474, 0.0285, -0.0644, 0.0103
O, 9.7461, 2.6102, 14.537, -0.0023, -0.0029, -0.0164
O, 2.0367, 10.6457, 13.2182, 0.0031, 0.0019, -0.0134
O, 10.0308, 9.077, 16.2022, 0.0014, 0.0011, -0.0029
O, 6.2378, 10.2486, 13.5363, 0.0078, -0.0006, -0.0187
O, 7.43, 1.5372, 14.0833, 0.003, -0.0011, -0.0096
O, 1.6425, 3.934, 20.0598, 0.0032, -0.0026, 0.0198
O, 5.9456, 5.7957, 14.9376, -0.0022, -0.0027, -0.0029
O, 7.4627, 9.0039, 15.5616, 0.0079, -0.0031, -0.0003
O, 1.6001, 1.7471, 11.5993, -0.0078, -0.0005, -0.0133
O, 7.1982, 8.329, 10.374, -0.0006, 0.006, -0.0213
O, 4.2819, 1.993, 17.2605, -0.0053, 0.0276, 0.0016
O, 7.0776, 3.2003, 10.2359, 0.0115, -0.003, -0.0124
O, 11.6577, 6.9878, 16.372, -0.0055, 0.0028, 0.0012
O, 8.2549, 10.147, 17.8026, 0.0091, 0.0039, -0.008
O, 3.3155, 8.5391, 10.0915, 0.0032, 0.0014, -0.0068
O, 7.584, 3.7946, 15.4873, 0.0058, -0.002, 0.0022
O, 3.1873, 4.3417, 17.9596, -0.0054, 0.0005, 0.0131
O, 2.9404, 3.9064, 13.5464, 0.0003, 0.0074, -0.0055
O, 1.399, 8.249, 12.4421, -0.0006, -0.01, -0.0066
O, 1.2154, 5.7409, 13.1116, 0.0034, 0.0061, -0.0088
O, 5.0681, 8.319, 14.8262, 0.0083, -0.0044, -0.0016
O, 11.074, 2.5331, 20.2772, 0.0157, 0.016, 0.0113
O, 11.0332, 10.0238, 12.7219, 0.0006, 0.0001, -0.0108
O, 5.3826, 3.5854, 12.3534, 0.0075, -0.0067, -0.0148
O, 5.0578, 3.238, 14.9092, -0.0039, -0.0014, 0.0029
O, 6.3828, 4.8363, 20.6545, -0.0181, 0.0106, 0.0094
O, 8.5247, 1.5427, 16.5723, 0.0108, 0.0032, -0.0003
O, 10.5245, 1.2716, 11.3878, 0.0017, 0.0002, -0.0139
O, 10.9139, 6.6843, 11.669, 0.0018, -0.006, -0.0077
O, 2.9382, 8.8614, 19.7999, -0.0448, -0.0453, 0.0084
O, 1.7676, 6.4464, 10.5554, 0.0048, 0.0027, -0.0111
O, 7.0099, 8.1992, 19.9139, 0.0251, -0.0303, -0.0226
O, 8.3951, 7.5969, 17.7192, 0.0119, -0.0037, -0.0068
O, 3.7021, 6.4455, 13.6524, -0.0005, -0.0014, 0.0018
O, 9.6003, 5.0215, 13.3374, 0.0003, 0.0017, 0
O, 5.272, 9.93, 20.6861, -0.0142, -0.0308, -0.0689
O, 10.3284, 7.4367, 14.1578, -0.0087, -0.0066, -0.0049
O, 8.644, 6.1657, 19.9202, -0.0085, -0.0393, 0.0175
O, 7.1425, 5.7483, 10.6169, 0.0026, -0.0031, -0.006
O, 5.4346, 10.733, 16.0552, 0.0149, -0.0135, -0.0315
O, 9.04, 1.1634, 19.2126, 0.0023, 0.0069, -0.0142
O, 11.6607, 3.2183, 10.1509, -0.0041, 0.0004, -0.0174
O, 9.594, 8.706, 19.8826, 0.0161, -0.0008, 0.0083

Results
free energy: -153072.811 eV
free energy less fixed offsets of As -4856.12, O -568.88, Si -635.61 eV per atom: 2.079 eV

The program warned: the cutoff lies below the one the program advises for these potential files; the exchange-correlation potential is rough where the density is thin.
